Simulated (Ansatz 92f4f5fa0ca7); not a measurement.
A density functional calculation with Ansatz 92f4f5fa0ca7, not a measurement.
Periodic cell of 300 atoms, Si194O106, from a study of silicon, its oxide and their interface. The atomic structure is a simulated model.
Doubt: the cutoff is far below the 930 eV that the study's wrapper takes by default for these files, so forces and energies are approximate.
This geometry differs little from another in the collection (a relaxation step or a small displacement).

Settings
functional: PBE
potential files: Ansatz PAW
basis: plane waves
wave-function cutoff: 580 eV
density cutoff ratio: 5
exchange-correlation grid ratio: 1
k mesh: 1 x 1 x 1, Gamma-centred
self-consistency stop: 5e-08 eV per atom in the density residual
occupations: fixed
spin: none
net charge: 0

Cell vectors (angstrom)
a, 11.6015, 0, 0
b, 0, 10.938, 0
c, 0, 0, 42.3055

Atoms and the computed forces on them: element, x, y, z (angstrom), force x, y, z (eV/angstrom)
Si, 0, 0, 0.9665, -0.0119, -0.0285, -0.0179
Si, 3.8672, 0, 0.9665, -0.0029, 0.0735, -0.0099
Si, 7.7343, 0, 0.9665, 0.0141, 0.0228, -0.0038
Si, 1.9336, 1.3673, 0.9665, -0.0134, -0.0464, 0.008
Si, 5.8008, 1.3673, 0.9665, 0.0064, -0.1125, 0.0036
Si, 9.6679, 1.3673, 0.9665, 0.0001, 0.0025, -0.0066
Si, 0, 5.469, 0.9665, -0.0025, -0.0061, 0.0125
Si, 3.8672, 5.469, 0.9665, -0.0041, 0.0589, 0.0153
Si, 7.7343, 5.469, 0.9665, 0.0063, 0.0086, -0.005
Si, 1.9336, 6.8362, 0.9665, -0.0163, -0.0377, 0.0063
Si, 5.8008, 6.8362, 0.9665, 0.0163, -0.0746, 0.0021
Si, 9.6679, 6.8362, 0.9665, 0.0023, 0.0022, -0.0118
Si, 1.9336, 2.7345, 41.3384, -0.0021, 0.0455, 0.0009
Si, 5.8008, 2.7345, 41.3384, -0.014, 0.1311, -0.0309
Si, 9.6679, 2.7345, 41.3384, 0.0055, 0.0008, -0.0035
Si, 0, 4.1018, 41.3384, -0.0093, 0.0394, 0.0508
Si, 3.8672, 4.1018, 41.3384, -0.0064, -0.0386, -0.0007
Si, 7.7343, 4.1018, 41.3384, 0.002, -0.0218, -0.0154
Si, 1.9336, 8.2035, 41.3384, 0.0096, 0.0523, -0.0114
Si, 5.8008, 8.2035, 41.3384, 0.0017, 0.0602, 0.0032
Si, 9.6679, 8.2035, 41.3384, 0.0094, -0.0191, 0.0258
Si, 0, 9.5708, 41.3384, 0.0057, 0.0148, 0.0106
Si, 3.8672, 9.5708, 41.3384, 0.0102, -0.1076, -0.0373
Si, 7.7343, 9.5708, 41.3384, 0.006, -0.0129, 0.0101
Si, 0, 0, 4.8337, 0.0382, 0.1779, -0.4663
Si, 3.8672, 0, 4.8337, 0.1069, 0.0473, -0.0519
Si, 7.7343, 0, 4.8337, -0.1, 0.0405, 0.1374
Si, 1.9336, 1.3673, 4.8337, 0.0374, 0.0322, 0.1583
Si, 5.8008, 1.3673, 4.8337, -0.1422, -0.0185, 0.293
Si, 9.6679, 1.3673, 4.8337, 0.0679, 0.0445, -0.1798
Si, 0, 5.469, 4.8337, 0.0146, 0.1014, -0.1232
Si, 3.8672, 5.469, 4.8337, 0.0804, -0.1036, 0.2511
Si, 7.7343, 5.469, 4.8337, -0.2361, -0.0698, -0.1357
Si, 1.9336, 6.8362, 4.8337, 0.0312, -0.2364, -0.2174
Si, 5.8008, 6.8362, 4.8337, -0.0647, 0.0237, 0.3297
Si, 9.6679, 6.8362, 4.8337, -0.0107, -0.0832, -0.1293
Si, 1.9336, 2.7345, 2.9001, 0.0145, 0.0543, 0.0086
Si, 5.8008, 2.7345, 2.9001, 0.0056, 0.1489, 0.0378
Si, 9.6679, 2.7345, 2.9001, -0.0018, -0.0531, -0.0551
Si, 0, 4.1018, 2.9001, -0.0167, -0.0132, 0.0103
Si, 3.8672, 4.1018, 2.9001, -0.0031, -0.0912, 0.0364
Si, 7.7343, 4.1018, 2.9001, -0.0047, 0.0289, -0.0437
Si, 1.9336, 8.2035, 2.9001, 0.0257, 0.0333, -0.0215
Si, 5.8008, 8.2035, 2.9001, -0.0269, 0.1203, 0.0563
Si, 9.6679, 8.2035, 2.9001, -0.0352, -0.0349, -0.0352
Si, 0, 9.5708, 2.9001, 0.0049, 0.0656, -0.0422
Si, 3.8672, 9.5708, 2.9001, -0.0283, -0.0713, 0.0028
Si, 7.7343, 9.5708, 2.9001, 0.0114, -0.0244, -0.0123
Si, -0.1405, -0.2508, 31.8625, 0.0869, 0.0954, 0.0025
Si, 1.2903, 1.6195, 31.6338, 0.0758, -0.0977, 0.0282
Si, 6.0156, 2.0611, 31.0966, -0.0441, 0.0228, 0.0331
Si, 3.3179, 0.7419, 30.8791, -0.1128, 0.0104, 0.0938
Si, 9.2163, 0.4012, 32.2418, -0.0024, -0.0726, 0.0286
Si, 8.0461, 0.1909, 30.2032, 0.0088, -0.0673, -0.0376
Si, -0.1862, 5.4121, 32.0599, -0.1028, 0.0914, 0.0375
Si, 1.2888, 6.2218, 29.0537, -0.0072, 0.0462, -0.0676
Si, 9.6491, 6.9969, 31.788, 0.0534, -0.0682, 0.0036
Si, 2.0124, 6.2793, 31.9891, 0.0775, -0.1866, -0.0539
Si, 6.2486, 6.1161, 29.0294, 0.0103, -0.0028, -0.0161
Si, 7.5024, 6.0007, 31.8644, -0.0987, 0.1136, -0.1674
Si, 1.7527, 2.7066, 33.692, -0.0016, -0.0371, -0.0719
Si, 7.6466, 4.243, 33.5316, 0.0507, -0.0925, 0.0064
Si, 9.399, 2.5482, 33.5543, -0.0428, -0.015, -0.0018
Si, -0.2512, 3.9226, 33.8231, 0.017, -0.0007, 0.0087
Si, 3.663, 4.1312, 33.5992, 0.0327, -0.0427, 0.0425
Si, 5.7448, 2.8918, 33.3689, -0.0892, 0.0278, -0.0542
Si, 0.2259, 9.407, 33.7517, -0.0177, -0.0099, -0.0458
Si, 8.0699, 9.7573, 33.6984, 0.0148, 0.0137, -0.0415
Si, 9.8215, 8.1999, 33.8017, -0.0014, 0.0272, -0.0345
Si, 2.1646, 8.0729, 33.5465, 0.0646, 0.0896, 0.0308
Si, 4.0258, 9.578, 33.3535, 0.0666, -0.0031, -0.0587
Si, 6.1171, 8.3413, 33.5115, -0.1168, 0.0679, -0.0051
Si, 0.0067, -0.0258, 35.5677, -0.0692, -0.0162, 0.0549
Si, 3.9173, -0.0302, 35.3918, -0.0423, -0.0435, -0.0083
Si, 7.7017, 0.0502, 35.6407, -0.0435, -0.0207, -0.0586
Si, 1.9434, 1.2931, 35.5493, 0.038, 0.0352, 0.0302
Si, 5.7833, 1.439, 35.3678, 0.0143, 0.0224, 0.0545
Si, 9.6286, 1.3508, 35.5925, 0.0787, 0.11, 0.025
Si, -0.0257, 5.4141, 35.6329, 0.1001, -0.0221, 0.0135
Si, 3.9266, 5.4652, 35.5464, -0.0085, -0.0583, 0.0101
Si, 7.7206, 5.4948, 35.5439, -0.0872, -0.0338, 0.0442
Si, 1.9802, 6.7717, 35.5334, -0.0884, -0.0046, 0.012
Si, 5.831, 6.9425, 35.4952, 0.0567, 0.0306, 0.0028
Si, 9.6794, 6.7776, 35.6382, -0.0295, 0.0812, 0.0309
Si, 1.9874, 2.7149, 37.4612, -0.0094, -0.0376, -0.0185
Si, 5.8097, 2.7138, 37.4164, 0.0172, -0.0574, 0.0015
Si, 9.6838, 2.7602, 37.4859, 0.0149, -0.064, -0.0005
Si, 0.0459, 4.0657, 37.5305, -0.0048, -0.0007, 0.0055
Si, 3.9122, 4.0941, 37.4782, -0.0121, 0.047, -0.0159
Si, 7.7246, 4.0986, 37.4638, 0.0339, 0.0315, -0.0364
Si, 1.9309, 8.1966, 37.448, -0.0075, -0.0334, -0.0262
Si, 5.7767, 8.2118, 37.4847, -0.0228, -0.0576, -0.0069
Si, 9.6408, 8.2205, 37.4976, -0.0034, -0.0288, 0.0018
Si, -0.0123, 9.5534, 37.4902, 0.005, 0.0301, -0.0016
Si, 3.8657, 9.5872, 37.4097, -0.025, 0.0515, 0.0219
Si, 7.6904, 9.566, 37.5056, 0.0276, 0.0148, 0.0196
Si, 0, 0, 39.4048, 0.0059, 0.0219, 0.0246
Si, 3.8672, 0, 39.4048, -0.046, -0.016, -0.2496
Si, 7.7343, 0, 39.4048, -0.0432, 0.0824, 0.2155
Si, 1.9336, 1.3673, 39.4048, 0.1062, -0.0565, 0.0172
Si, 5.8008, 1.3673, 39.4048, 0.0389, -0.0855, -0.2808
Si, 9.6679, 1.3673, 39.4048, -0.0281, -0.0098, -0.0164
Si, 0, 5.469, 39.4048, 0.095, 0.0355, 0.2153
Si, 3.8672, 5.469, 39.4048, 0.0414, 0.0038, 0.0495
Si, 7.7343, 5.469, 39.4048, -0.0227, -0.0036, -0.0486
Si, 1.9336, 6.8362, 39.4048, 0.0386, 0.0181, -0.0827
Si, 5.8008, 6.8362, 39.4048, -0.0775, -0.0755, 0.0459
Si, 9.6679, 6.8362, 39.4048, -0.0734, -0.0264, 0.0802
Si, 1.9267, 2.7704, 6.7729, 0.0412, -0.0845, 0.0311
Si, 5.7301, 2.6259, 6.8885, 0.0382, -0.0276, 0.0184
Si, 9.6422, 2.7986, 6.7054, 0.0461, -0.0049, -0.0026
Si, 0.0301, 4.1399, 6.7698, -0.0543, 0.0712, -0.0139
Si, 3.8663, 4.1189, 6.8394, -0.0226, 0.0534, -0.0107
Si, 7.6663, 4.0582, 6.7296, -0.0515, -0.0043, -0.0423
Si, 1.9635, 8.1994, 6.7215, 0.0674, -0.0288, 0.0122
Si, 5.7793, 8.1748, 6.8493, 0.0253, -0.041, -0.0048
Si, 9.6689, 8.2475, 6.7056, -0.0415, -0.0501, -0.0066
Si, 0.0335, 9.5272, 6.6629, -0.0291, -0.0284, 0.0012
Si, 3.854, 9.587, 6.7739, 0.0061, 0.0313, 0.0495
Si, 7.6978, 9.5561, 6.7677, 0.0061, 0.0196, 0.0071
Si, -0.1128, 0.0202, 8.4689, -0.019, -0.0044, 0.093
Si, 3.5527, -0.128, 8.8023, -0.0915, -0.0412, -0.0585
Si, 7.676, -0.106, 8.7575, -0.012, -0.0015, -0.0374
Si, 1.7586, 1.4366, 8.7261, 0.0724, 0.0621, 0.0161
Si, 5.649, 1.1667, 8.9076, 0.0191, 0.0033, -0.0124
Si, 9.5694, 1.33, 8.5171, -0.0358, 0.0234, 0.0517
Si, 0.1089, 5.5846, 8.6565, -0.0708, -0.063, 0.0431
Si, 3.8603, 5.5174, 8.8186, 0.0219, -0.0053, -0.0063
Si, 7.8205, 5.4672, 8.5851, -0.1096, 0.0371, -0.0648
Si, 2.0232, 7.0562, 8.7787, 0.0489, 0.0642, -0.0022
Si, 5.8496, 6.7954, 8.8539, -0.002, -0.0133, -0.0545
Si, 9.729, 6.829, 8.5569, 0.1235, 0.0945, -0.0147
Si, 1.8184, 2.8111, 10.7557, -0.0373, 0.0595, -0.0501
Si, 5.867, 2.8003, 10.6471, 0.0585, 0.0374, -0.0226
Si, 9.8492, 2.5599, 10.4721, 0.1429, -0.0195, -0.0162
Si, -0.097, 4.2904, 10.6251, 0.0312, -0.0163, 0.0303
Si, 3.8375, 4.0546, 10.729, -0.0773, -0.0538, 0.0378
Si, 7.8972, 3.9873, 10.3607, -0.0873, -0.0963, 0.1392
Si, 2.2908, 9.1304, 10.1693, 0.0122, 0.0184, -0.0535
Si, 5.9757, 7.9834, 10.9434, 0.0316, 0.0617, 0.0748
Si, 9.8548, 7.972, 10.5795, 0.0756, -0.1051, 0.0361
Si, -0.0674, 9.7295, 10.4453, -0.0403, 0.0388, 0.0064
Si, 3.848, 8.6425, 11.8675, -0.0018, -0.0855, 0.0506
Si, 7.8884, 9.3935, 10.6692, -0.0552, 0.0253, 0.056
Si, 1.6752, -2.164, 16.431, -0.008, 0.0084, 0.0061
Si, 3.1736, -0.7009, 14.3584, -0.0247, -0.0009, 0.0476
Si, 8.3823, -1.8078, 14.2765, 0.0158, -0.0215, -0.0077
Si, 0.7943, 0.9757, 13.1244, 0.0928, 0.0542, 0.1052
Si, 6.6564, 2.4308, 12.8415, 0.0675, -0.0069, 0.0916
Si, 10.5537, 0.5388, 11.8023, -0.0719, -0.0328, -0.1283
Si, -1.2062, 5.9873, 12.0625, -0.0997, -0.0201, -0.0466
Si, 3.7554, 5.9687, 13.3048, 0.0325, -0.0287, 0.016
Si, 8.1421, 5.012, 12.453, 0.0921, 0.0563, 0.0565
Si, -0.6663, 7.4021, 14.6578, -0.0038, -0.0571, -0.0285
Si, 6.6483, 6.8061, 12.9382, 0.036, -0.1033, -0.0349
Si, 8.4552, 10.696, 12.5536, -0.0156, -0.0234, -0.0144
O, -1.6755, 8.594, 14.2446, -0.0302, 0.0445, -0.011
O, 6.4554, 11.7781, 15.7388, 0.0074, -0.0115, 0.0088
O, 7.6829, 3.6481, 13.3567, -0.0347, 0.0131, -0.0982
O, -0.8592, 3.69, 15.7868, 0.0125, 0.0152, 0.0256
O, 12.166, 8.0556, 15.4831, 0.0077, 0.013, 0.0022
O, 7.3316, 7.9097, 13.9598, -0.0217, 0.0171, -0.0313
O, 7.4622, 11.9536, 12.924, -0.04, 0.0504, -0.0572
O, 6.0647, -1.086, 17.5297, -0.0007, 0.0103, 0.0061
O, -0.2281, 6.5877, 13.2932, 0.0356, 0.0385, 0.0717
O, -1.4879, 6.3236, 15.5767, 0.0161, -0.0243, 0.0311
O, 8.057, -1.2736, 15.787, -0.0044, 0.0143, -0.0054
O, 12.0022, 12.7369, 17.1297, 0.0097, -0.0287, 0.0223
O, 6.8935, -5.411, 30.3984, 0.0526, 0.0163, 0.1121
O, 3.0522, 10.9773, 29.4156, 0.0137, -0.0058, -0.0581
O, 0.4265, 4.8223, 29.0074, -0.0234, 0.0165, 0.0881
O, 2.23, 6.2572, 27.7429, -0.0137, -0.0067, 0.0426
O, 0.317, 7.4997, 28.9623, 0.0054, -0.0139, 0.0326
O, 8.7281, 1.266, 29.1631, -0.0449, 0.189, 0.0755
O, 0.6348, 2.6271, 30.472, -0.0805, 0.0898, 0.0152
O, 6.4827, 7.7066, 29.0826, 0.0115, 0.0407, 0.008
O, -11.4734, -1.1721, 30.4878, -0.033, -0.0529, -0.0039
O, 3.2313, -5.713, 32.4083, 0.0086, 0.0589, -0.0403
O, 9.7908, 7.9606, 30.4239, 0.0336, 0.0182, -0.0144
O, 4.6477, 5.829, 28.8871, 0.0117, -0.0023, -0.0099
Si, 1.4578, 7.4361, 19.3694, -0.0072, -0.0196, -0.0385
Si, 10.5822, 13.5648, 20.5445, 0.0026, -0.0006, -0.0099
Si, -0.2642, 3.991, 30.2632, 0.0131, -0.0548, -0.1423
Si, 2.9858, 11.4154, 27.8465, 0.0019, -0.0007, 0.0431
Si, -0.3094, 9.4061, 24.4055, -0.004, 0.0051, 0.0589
Si, -0.9499, 5.3067, 19.4121, 0.0133, 0.0047, -0.0526
Si, 17.1868, 8.6286, 21.3158, 0.0029, 0.0081, -0.0006
Si, 1.2031, 8.9754, 21.9201, -0.0015, 0.0043, 0.0247
Si, 7.2311, 4.1259, 26.9343, -0.0119, 0.006, 0.0491
Si, 4.6593, 9.0238, 26.4801, -0.0031, -0.0129, 0.0484
Si, 8.482, 2.8715, 29.2884, 0.027, -0.0953, -0.1153
Si, -0.6206, 8.6737, 29.5382, -0.02, 0, -0.0127
Si, 4.4509, 13.9939, 26.7766, -0.0153, -0.0012, 0.0287
Si, 3.3277, 6.945, 21.6672, 0.0039, -0.0019, 0.011
Si, 2.2056, 15.8301, 15.8716, -0.0095, -0.0145, 0.0126
Si, 5.7464, 14.7469, 20.0541, -0.0136, 0.005, -0.0286
Si, 7.7182, 10.324, 20.9434, 0.0041, 0.0005, 0.0003
Si, 7.3872, 12.1684, 23.4698, -0.0014, -0.0031, 0.0568
Si, 4.9188, 10.396, 23.7733, -0.0059, -0.0072, 0.0645
Si, 6.9198, 4.2332, 23.7868, -0.0034, 0.0054, 0.0528
Si, 0.9279, 11.7697, 25.7206, 0.009, 0.0063, 0.0539
Si, -1.9197, 9.1537, 26.8289, -0.0249, 0.0076, 0.007
Si, 9.3673, 0.3138, 18.778, 0.0015, 0.006, -0.0348
Si, 5.1029, 12.5615, 15.2933, 0.0149, 0.0187, 0.0123
Si, 3.8097, 6.0483, 27.4865, 0.0047, -0.0058, -0.0013
Si, 4.2355, 14.6386, 17.5904, -0.0143, 0.0073, -0.0184
Si, 4.1793, 4.4818, 22.6722, 0.0059, -0.0019, 0.0237
Si, 7.1882, -0.2436, 16.6851, 0.0095, -0.0035, 0.0002
Si, -0.772, 5.17, 16.4719, -0.0222, 0.0027, -0.0393
Si, 3.874, 12.6126, 19.5999, -0.0121, 0.0095, -0.0225
Si, 0.3739, 13.5486, 15.7243, 0.0001, 0.0279, 0.0128
Si, 3.306, 12.9322, 24.2019, -0.0116, -0.0047, 0.0697
Si, -4.4002, 8.8207, 28.1683, -0.0098, -0.0015, 0.0146
Si, 12.0555, 0.3154, 17.7879, 0.0017, 0.0176, -0.0265
Si, 9.7008, 11.5351, 25.1498, 0.0083, -0.0014, 0.0609
Si, 8.5335, 15.4652, 21.3289, -0.0002, -0.0054, 0.0114
Si, 5.4461, 10.1941, 18.9921, -0.0008, 0.0003, -0.018
Si, 12.9415, 11.7734, 20.8136, 0.0076, 0.0011, -0.0055
O, -1.5503, 5.1822, 17.8989, 0.0239, 0.0036, 0.0182
O, 14.4116, 12.4681, 20.8164, -0.0054, -0.0035, 0.0052
O, 6.5576, 10.9048, 19.9546, 0.006, 0.0059, 0.0145
O, 1.3676, 10.583, 21.9105, -0.0003, 0, -0.0156
O, 5.0366, 8.8268, 19.7752, 0.0036, -0.0039, 0.0105
O, 5.312, 13.1726, 20.1398, 0.01, 0.0074, 0.0147
O, 1.8737, 7.9782, 17.8675, -0.0025, -0.0057, 0.024
O, 9.086, 10.6, 26.337, 0.0126, -0.0024, -0.0212
O, 5.3922, 13.3023, 13.8773, -0.0331, -0.0019, -0.0269
O, 4.1605, 11.1836, 18.8542, 0.0117, -0.0066, 0.01
O, 12.7028, 11.3178, 19.2709, 0.0028, -0.0015, 0.0114
O, 8.1488, 11.4945, 17.731, -0.0099, -0.0034, 0.0057
O, 3.054, 5.6642, 22.6349, 0.0043, 0.0067, -0.0134
O, 0.8437, 5.5299, 16.5263, 0.0036, -0.0057, 0.001
O, -0.6045, 12.3519, 25.7213, 0.0005, -0.0052, -0.0273
O, 12.5483, 10.2649, 25.0395, -0.0021, -0.0004, -0.019
O, 5.4221, 15.2622, 18.531, 0.0071, -0.0095, 0.0306
O, 4.3226, 7.4301, 26.7424, -0.0146, 0.006, -0.008
O, 0.2306, 6.3895, 19.3014, 0.0015, -0.0038, 0.0271
O, 4.79, 4.5107, 21.1597, 0.0016, -0.0034, 0.0024
O, -3.7609, -1.111, 29.2645, -0.0005, 0.0419, 0.0298
O, 9.485, 3.2141, 21.6038, -0.0001, -0.0002, -0.0039
O, 5.3967, 4.8296, 23.7221, 0.0037, 0.0028, -0.0235
O, 3.5932, 10.1436, 27.0153, 0.0062, -0.0028, -0.0201
O, -0.9953, 8.5108, 25.6182, 0.0089, 0.0048, -0.0151
O, 7.4718, 4.3236, 25.327, 0.0027, 0.0051, -0.0013
O, 8.4731, 3.4716, 27.7605, -0.05, 0.0045, 0.0788
O, -1.8521, 3.6059, 30.0165, -0.008, -0.0304, 0.0121
O, 3.7024, 12.8949, 27.724, 0.0062, 0.0027, -0.0027
O, 4.8104, 13.721, 16.3851, 0.0115, -0.0299, -0.0149
O, 1.8171, 14.2904, 15.4869, 0.0029, -0.002, 0.0035
O, 2.5863, 8.2319, 22.3358, 0.0036, -0.0005, -0.007
O, 6.0043, 14.0313, 27.2341, 0.0522, 0.0412, -0.0049
O, 4.9568, 7.2006, 21.7367, -0.0046, -0.0028, -0.0003
O, 9.8108, 1.7487, 19.4062, -0.0064, 0.0024, 0.0144
O, 3.3777, 3.1137, 23.0298, 0.0008, 0.0046, -0.0208
O, 4.9944, 9.8048, 22.27, -0.0007, 0.0018, -0.0156
O, 2.2441, 6.46, 30.3666, -0.0336, 0.0289, 0.0372
O, 10.5741, -0.342, 17.9135, 0.0047, -0.0031, 0.0175
O, 7.225, 8.8119, 21.405, -0.0001, 0.0008, 0.0016
O, 4.7306, 9.1976, 24.858, 0.0035, 0.0097, -0.0308
O, 4.4254, 13.3857, 25.2813, -0.0002, 0.0006, -0.0316
O, 0.8434, 8.5825, 20.375, -0.0044, 0.0053, 0.0066
O, 1.4723, 11.6348, 27.2571, -0.0024, 0.0019, -0.0125
O, 8.5701, 12.5036, 24.5424, -0.0049, 0.0005, -0.0291
O, 2.7522, 6.766, 20.1319, 0.006, 0.0027, 0.0133
O, 10.5106, -1.4852, 28.1953, 0.0224, -0.0098, 0.03
O, 3.3699, 15.877, 17.0045, 0.0016, -0.0031, 0.0083
O, 11.732, 12.734, 21.3243, -0.001, -0.0052, 0.0041
O, 3.2746, 13.6826, 18.5179, 0.0114, -0.0096, 0.0137
O, 7.3095, 4.0888, 20.3422, 0.0061, 0.0009, 0.0022
O, 6.7783, 13.649, 23.1649, 0.0022, 0.0028, -0.0239
O, 7.0598, 2.9863, 30.1691, 0.0867, -0.0073, -0.035
O, 3.9098, 4.6083, 26.6903, -0.0074, 0.0088, 0.0065
O, -3.1935, 8.2133, 27.2287, 0.009, -0.0031, -0.0088
O, 7.9475, 5.0394, 22.7734, 0.0068, 0.0065, -0.0147
O, 9.0566, 10.2239, 20.0196, -0.0069, -0.0026, 0.0134
O, -1.4214, 10.5212, 23.9441, 0.0042, -0.0045, -0.0214
O, 3.6741, 0.4951, 23.7167, 0.0049, -0.0008, -0.0264
O, 0.1202, 8.5551, 23.0865, 0.0076, -0.0057, -0.0244
O, 1.8226, 12.8442, 24.8712, 0.0098, 0.0007, -0.0311
O, 11.3278, 3.8781, 19.8137, -0.0006, 0.0068, 0.0076
O, 9.4578, 5.6269, 20.5081, -0.0062, 0.0021, 0.0122
O, 7.9417, 11.401, 22.1405, 0.0066, -0.001, -0.0177
O, 3.8691, 0.5709, 15.1136, -0.0059, -0.0108, -0.011
O, 13.3347, -0.2529, 13.7003, -0.003, -0.011, -0.0285
O, 4.4194, 1.974, 30.6727, 0.0638, 0.0168, 0.0103
O, 14.3774, 5.6674, 14.568, 0.0094, 0.0105, -0.0287
O, 6.5331, 0.5303, 30.7781, 0.0362, -0.0221, -0.0174
O, 6.4001, -3.7927, 32.3771, 0.0494, -0.0591, 0.004
O, 2.9827, 9.0049, 15.4529, 0.0112, 0.0088, -0.026
O, 3.7174, -6.1922, 12.2367, 0.0081, 0.0262, -0.0054
O, 15.4214, -11.3274, 31.9896, -0.0063, 0.0192, 0.0063
O, -5.3146, 0.2584, 24.1638, 0.0153, 0.01, -0.0259
O, 5.3189, -4.7241, 13.7467, -0.0695, 0.0141, 0.0167
O, 15.7161, -1.2081, 13.1054, 0.0013, 0.0074, -0.0305
O, 6.075, 9.4518, 27.1777, 0.0073, -0.0104, 0.0041
O, 3.1737, 7.3017, 12.5727, 0.0292, 0.0351, -0.0378
O, 13.365, 12.8941, 12.2025, 0.0112, -0.0281, 0.0264
O, 11.7241, 12.6142, 14.4423, 0.006, -0.0449, -0.0706
O, 6.9419, 5.5671, 27.6475, 0.0117, -0.0662, -0.0161
O, 12.8881, -0.6334, 16.7965, -0.0019, -0.0012, 0.0056

Results
free energy: -183608.167 eV
free energy less fixed offsets of O -568.88, Si -635.61 eV per atom: 1.453 eV

The program warned: the cutoff lies below the one the program advises for these potential files; the forces do not sum to zero within the program's tolerance; the exchange-correlation potential is rough where the density is thin.
